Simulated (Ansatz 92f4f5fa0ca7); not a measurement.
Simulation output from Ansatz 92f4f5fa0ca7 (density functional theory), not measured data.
Periodic cell of 224 atoms, Si132O90B1H1, from a study of silicon, its oxide and their interface. The atomic structure is a simulated model.
Doubt: the cutoff is far below the 930 eV that the study's wrapper takes by default for these files, so forces and energies are approximate.
This geometry differs little from another in the collection (a relaxation step or a small displacement).

Settings
functional: PBE
potential files: Ansatz PAW
basis: plane waves
wave-function cutoff: 580 eV
density cutoff ratio: 5
exchange-correlation grid ratio: 1
k mesh: 1 x 1 x 1, Gamma-centred
self-consistency stop: 5e-08 eV per atom in the density residual
occupations: fixed
spin: none
net charge: 0

Cell vectors (angstrom)
a 10.938 0 0
b 0 10.938 0
c 0 0 33.1619

Atoms: element, x, y, z (angstrom)
Si 0.4532 -0.3435 25.7997
Si 5.3387 0.3286 25.626
Si 2.952 2.4232 25.6193
Si 7.9717 3.0277 25.9189
Si -0.2791 5.6353 25.6167
Si 5.869 5.3223 25.7233
Si 2.6457 8.326 25.5384
Si 8.5757 8.0274 25.6549
Si 1.5063 1.2993 27.0927
Si 6.8011 1.4061 27.116
Si 4.1208 4.1239 26.8592
Si 9.6041 4.1564 27.1226
Si 1.4039 6.7875 26.8841
Si 6.9795 6.8859 27.0381
Si 4.1997 9.5514 26.8787
Si 9.695 9.5395 27.0448
Si 2.8406 -0.0868 28.4009
Si 8.2332 -0.0223 28.3615
Si 0.0474 2.6949 28.3746
Si 5.4104 2.7839 28.3938
Si 2.7505 5.4427 28.3062
Si 8.2286 5.4881 28.456
Si 0.0674 8.135 28.3822
Si 5.505 8.1995 28.3389
Si 4.1018 1.3673 29.7437
Si 9.5708 1.3673 29.7437
Si 1.3673 4.1018 29.7437
Si 6.8362 4.1018 29.7437
Si 4.1018 6.8362 29.7437
Si 9.5708 6.8362 29.7437
Si 1.3673 9.5708 29.7437
Si 6.8362 9.5708 29.7437
Si 0 0 31.1109
Si 5.469 0 31.1109
Si 2.7345 2.7345 31.1109
Si 8.2035 2.7345 31.1109
Si 0 5.469 31.1109
Si 5.469 5.469 31.1109
Si 2.7345 8.2035 31.1109
Si 8.2035 8.2035 31.1109
Si 1.3673 1.3673 32.4782
Si 6.8362 1.3673 32.4782
Si 4.1018 4.1018 32.4782
Si 9.5708 4.1018 32.4782
Si 1.3673 6.8362 32.4782
Si 6.8362 6.8362 32.4782
Si 4.1018 9.5708 32.4782
Si 9.5708 9.5708 32.4782
Si 2.7345 0 0.6835
Si 8.2035 0 0.6835
Si 0 2.7345 0.6835
Si 5.469 2.7345 0.6835
Si 2.7345 5.469 0.6835
Si 8.2035 5.469 0.6835
Si 0 8.2035 0.6835
Si 5.469 8.2035 0.6835
Si 4.1018 1.3673 2.0507
Si 9.5708 1.3673 2.0507
Si 1.3673 4.1018 2.0507
Si 6.8362 4.1018 2.0507
Si 4.1018 6.8362 2.0507
Si 9.5708 6.8362 2.0507
Si 1.3673 9.5708 2.0507
Si 6.8362 9.5708 2.0507
Si 0 0 3.418
Si 5.469 0 3.418
Si 2.7345 2.7345 3.418
Si 8.2035 2.7345 3.418
Si 0 5.469 3.418
Si 5.469 5.469 3.418
Si 2.7345 8.2035 3.418
Si 8.2035 8.2035 3.418
Si 1.3348 1.3679 4.815
Si 6.7938 1.3879 4.7674
Si 4.0382 4.1674 4.7457
Si 9.5596 4.1128 4.8187
Si 1.3569 6.8441 4.7991
Si 6.8085 6.8417 4.795
Si 4.0744 9.5753 4.8495
Si 9.5058 9.6269 4.6874
Si 2.6198 -0.0618 6.2378
Si 8.1426 -0.0075 6.1006
Si -0.0423 2.7425 6.2258
Si 5.3339 2.7214 6.0467
Si 2.7151 5.5014 6.2324
Si 8.1217 5.4213 6.1763
Si -0.1378 8.2209 5.9969
Si 5.4443 8.1917 6.2332
Si 3.7722 1.6153 7.4147
Si 9.6757 1.1142 7.4614
Si 1.5815 3.888 7.5386
Si 6.5027 4.1971 7.4178
Si 4.375 6.5554 7.5933
Si 9.2518 7.1132 7.3527
Si 0.8846 9.7314 7.4414
Si 7.0606 9.3715 7.5013
O 9.5981 6.8213 25.121
O 4.1421 1.3687 25.102
O 8.1837 8.2353 7.9664
O 2.6984 2.7473 7.9899
O 6.9119 4.1185 25.2509
O 1.5082 9.4776 25.145
O 5.4735 5.3745 7.9228
O -0.1244 0.0122 7.9105
O 6.937 3.3697 8.7819
O 6.5203 10.1226 8.88
O 10.1284 6.5378 8.6177
O 1.0954 8.829 8.8048
O 4.5907 1.0454 8.7118
O 1.0155 4.602 8.9335
O 8.8972 1.534 8.8626
O 3.9515 7.0196 9.1165
O 8.0562 8.8698 24.3269
O 8.7567 2.2923 24.6999
O 5.5513 6.261 24.3916
O 2.0077 2.8409 24.3188
O 10.7756 0.4228 24.5003
O 0.1693 4.7774 24.2719
O 7.1761 11.8266 20.4932
O 6.2312 10.8023 24.3111
Si 9.6921 1.3683 23.7729
Si 4.7122 6.3635 20.4069
Si 1.0157 8.8625 10.4323
Si 17.2493 5.2425 15.9122
Si 7.1493 2.172 19.465
Si 19.2347 14.2954 12.6192
Si 10.9146 4.9425 16.7922
Si 9.0958 -0.7246 16.4118
Si 15.2816 10.4432 19.0146
Si 12.4839 2.9413 18.3125
Si 8.3268 2.9216 9.5026
Si 2.8987 7.8902 18.4172
Si 11.4026 1.0068 16.296
Si 0.3384 13.5866 13.5679
Si 4.1113 2.4052 20.0165
Si 6.0449 2.4139 14.43
B 6.7814 6.023 18.5692
Si 5.1813 10.7546 9.5817
Si 15.2356 6.5689 23.4017
Si 17.8278 10.2057 20.5475
Si 3.0954 4.3092 21.8744
Si 11.3443 9.5196 14.7978
Si 6.4287 11.5505 16.9342
Si 5.2264 8.2847 13.1112
Si 10.5008 5.1808 9.4219
Si 3.6547 6.9219 15.4492
Si 7.4977 10.1593 23.4916
Si -2.282 8.311 18.7497
Si -0.4388 6.7508 12.0495
Si 1.5388 10.9573 12.3275
Si 10.9623 6.6681 19.0253
Si 3.815 8.1036 10.3175
Si 0.8072 3.5274 23.4241
Si 9.8686 3.7958 19.0913
Si 4.7725 11.2693 12.5462
Si 7.7627 6.2786 13.5156
Si 1.269 5.3367 14.1299
O 9.9389 7.7826 19.6106
O 5.0191 1.7622 13.3186
O 11.1653 2.8032 19.3085
O 7.2276 12.5609 17.9358
O 4.0676 7.9384 14.2285
O 3.8495 0.8145 19.8402
O 2.3201 8.0271 10.9431
O -1.2442 4.0485 17.4502
O 7.6489 4.8728 12.6549
O 9.2851 -2.0234 17.3732
O 5.8029 14.8325 15.108
O 5.4248 9.9187 13.2437
O 10.6892 8.1151 11.159
O 17.5699 5.1062 17.5311
O 1.1968 10.5897 15.7632
O 5.8646 12.3431 15.6683
O 1.5565 7.2503 19.1439
O 19.3875 3.1933 19.6865
O 7.6305 18.0312 18.396
O 12.4533 1.6228 17.3652
O 3.1551 11.0774 12.4413
O 3.2976 7.6574 24.1384
O 18.9318 9.5186 19.5834
O 9.4044 4.0523 9.076
O 11.903 9.7814 13.307
O 3.798 2.8572 21.5673
O 4.8306 7.0544 21.9122
O 1.1019 10.4429 10.8443
O 5.0515 6.2531 15.9106
O 18.4377 10.4757 16.3512
O -2.8214 2.7749 11.1044
O 6.6014 7.4139 13.3101
O 5.6597 2.8492 19.6706
O 10.9545 5.1207 15.195
O 16.084 10.84 17.643
O 9.9566 11.5105 16.9638
O 0.1723 2.0752 15.0929
O 3.5777 5.1004 23.2238
O 13.947 -3.3398 16.8091
O 11.6375 7.9883 15.2101
O 5.4768 11.3519 11.067
O 4.0537 -1.3585 9.6575
O 8.6495 11.2613 23.0727
O 4.813 7.8673 11.579
O 10.6053 2.4444 22.9254
O 3.5446 5.2318 20.602
O 7.6223 5.8508 15.1095
O -0.5489 5.4907 11.0085
O 9.726 9.8488 14.94
O 0.8253 12.3872 12.5896
O 6.9683 9.6268 22.0555
O 1.4717 3.829 13.513
O 4.1874 7.2933 19.195
O 2.6401 5.7879 14.8668
O 9.8673 14.2152 13.0386
O 3.0472 9.51 18.6709
O 9.1876 6.9192 13.0241
O 17.0826 5.8409 19.798
O 0.8509 6.3897 12.9728
O 10.7753 6.4691 17.3942
O 16.363 9.7352 20.0082
O 1.4857 4.1023 22.0449
O 10.4266 5.249 19.7035
O 23.2469 4.2891 17.38
O 13.9316 3.0825 19.022
O 7.5083 2.4234 13.7053
H 11.3189 7.6827 16.084

Results
free energy: -135271.473 eV
free energy less fixed offsets of B -154.04, H -15.97, O -568.88, Si -635.61 eV per atom: -1.743 eV

Forces (eV/angstrom), in the order of the atoms: element, x, y, z
Si 0.0518 -0.0425 -0.053
Si -0.0053 -0.0157 0.0379
Si 0.0109 -0.017 -0.0311
Si -0.0001 0.0141 0.0297
Si 0.0098 0.0005 0.0469
Si 0.0265 -0.0052 -0.0082
Si 0.0099 -0.0128 0.0528
Si 0.0133 -0.0315 -0.0442
Si 0.0135 0.0012 0.0328
Si -0.0216 0.0274 -0.0081
Si 0.0086 -0.0019 0.0271
Si -0.0177 0.0188 -0.0078
Si -0.0222 0.0373 -0.0095
Si 0.0092 -0.0202 0.0375
Si -0.0269 0.0224 -0.0121
Si -0.005 -0.0073 0.0361
Si 0.0059 -0.0213 0.0007
Si -0.0029 0.0033 0.0058
Si -0.006 0.0085 0.0016
Si 0.0144 -0.0026 0.0042
Si -0.0068 0.005 -0.0081
Si -0.0095 -0.0107 -0.0071
Si 0.0229 -0.0214 0.0013
Si -0.0008 0.0063 -0.0098
Si 0.0757 -0.0234 0.2618
Si 0.06 -0.0684 -0.0966
Si 0.2062 -0.018 -0.2018
Si -0.2162 0.0802 0.2076
Si 0.0076 -0.0504 -0.4822
Si 0.38 0.1381 0.5193
Si 0.2692 -0.2949 0.0554
Si 0.0813 -0.0204 -0.1229
Si -0.002 0.0241 -0.0359
Si 0.067 0.1788 -0.0078
Si -0.0434 -0.0663 -0.0077
Si -0.0506 0.0181 -0.0285
Si -0.0681 0.0922 0.001
Si 0.0664 -0.0212 0.0022
Si -0.0849 0.0734 0.0139
Si 0.0765 0.0446 -0.007
Si -0.0064 0.0302 -0.0045
Si 0.0281 -0.0834 -0.0081
Si 0.0014 0.0013 -0.0176
Si 0.0613 -0.0244 -0.0339
Si 0.0583 -0.0814 -0.0148
Si -0.0186 0.0133 -0.0086
Si 0.0418 -0.0609 -0.0371
Si -0.0334 -0.013 -0.0111
Si -0.0146 0.0077 0.006
Si 0.0112 0.0729 0.0495
Si -0.0944 0.0242 0.0104
Si 0.0188 0.0143 0.0137
Si -0.0309 0.0257 0.0402
Si -0.0007 -0.0138 0.0084
Si -0.0036 0.0003 0.0088
Si -0.0281 0.0833 0.0044
Si -0.0211 -0.0318 0.0396
Si 0.0874 -0.0176 -0.0151
Si -0.0508 -0.1245 -0.0162
Si 0.006 0.0048 0.0378
Si 0.0835 -0.0311 -0.0176
Si -0.0236 0.0032 0.0308
Si -0.003 0.0181 0.0385
Si -0.0681 -0.1699 -0.0272
Si 0.0464 0.3483 -0.3387
Si -0.2325 -0.1723 0.138
Si -0.3072 -0.0302 0.0094
Si 0.0516 0.0788 0.1288
Si 0.0151 -0.0796 0.1651
Si -0.0773 0.2311 -0.1994
Si 0.0684 0.036 0.2346
Si -0.3763 -0.1543 -0.3381
Si -0.0073 0.0157 -0.0077
Si 0.0005 -0.0091 0.0155
Si -0.0082 0.0044 0.0241
Si 0.0083 -0.0045 -0.0004
Si -0.0038 0.0037 0.0142
Si -0.0053 0.0122 0.0084
Si 0.0015 0.0027 0.0002
Si -0.0157 0.0046 0.0162
Si 0.0071 -0.0025 -0.0203
Si 0.0203 -0.0149 -0.0085
Si 0.0164 -0.0148 -0.0002
Si -0.0078 0.0237 -0.0341
Si 0.0163 -0.0244 -0.0091
Si -0.0215 -0.0046 -0.0277
Si 0.0089 0.0074 -0.0341
Si 0.0152 -0.0179 -0.0036
Si -0.0255 0.0411 0.0165
Si -0.0133 -0.013 -0.016
Si 0.0119 0.0086 -0.0206
Si -0.0274 -0.0061 0.0116
Si -0.0129 -0.0184 -0.0179
Si 0.0032 0.041 0.0463
Si -0.041 -0.0018 0.0353
Si 0.0076 0.0109 -0.0045
O -0.0124 0.0192 -0.0094
O -0.0168 0.0096 -0.0103
O -0.0058 -0.013 -0.0022
O 0.0022 -0.0045 0.0133
O -0.0045 0.0023 -0.0235
O -0.0099 0.0157 0.0026
O 0.0209 -0.0018 0.0095
O 0.013 -0.0136 -0.0028
O 0.0091 -0.0038 -0.0126
O -0.0014 -0.0031 -0.0136
O -0.0016 0.0004 -0.0225
O 0.0032 -0.0019 -0.0174
O 0.0101 -0.0076 -0.0064
O -0.0118 0.0035 -0.0066
O -0.0031 0.0111 -0.003
O -0.0094 0.0109 -0.0055
O 0.0016 0.0029 0.0241
O 0.002 -0.0056 0.0056
O -0.0016 0.0034 0.0076
O 0.0083 -0.0076 0.0278
O 0.0043 -0.0037 0.0152
O 0.0051 -0.0108 -0.0062
O 0.0003 0.0019 0.0056
O 0.0117 -0.0033 -0.0049
Si -0.0191 0.0224 -0.0365
Si -0.0061 -0.0017 -0.0059
Si 0.0085 -0.0021 0.0314
Si 0.0015 0.0002 -0.0129
Si -0.0052 -0.0015 -0.0021
Si -0.0014 0.004 0.014
Si -0.0051 0.0415 0.0156
Si -0.0046 -0.0025 0.0069
Si 0.0027 -0.0013 0.0006
Si 0.0002 0.0115 -0.0026
Si 0.0046 -0.0061 0.0263
Si 0.0104 -0.02 -0.0177
Si 0.0031 0.0146 -0.0057
Si -0.0042 0.0026 0.0005
Si -0.002 0.0074 -0.0031
Si 0.0014 -0.0034 -0.0003
B -0.0004 0.0012 0.0039
Si 0.0089 -0.0114 0.0372
Si -0.0073 0.0147 -0.018
Si -0.0037 0.0003 -0.0059
Si -0.0084 -0.0004 -0.0189
Si 0.0003 0.1024 -0.0381
Si -0.0032 0.0034 -0.0026
Si 0.002 0.0037 0.0078
Si 0.0083 -0.0115 0.0318
Si -0.0075 0.0227 0.0133
Si -0.011 0.0067 -0.0293
Si 0.0046 -0.0031 0.001
Si -0.0034 -0.0037 0.0102
Si 0.0038 0.0037 0.0121
Si -0.0045 -0.0246 -0.0474
Si -0.0023 0.0028 0.0289
Si -0.0066 0.0145 -0.0354
Si 0.0062 0.0095 -0.0088
Si -0.0046 0.001 0.0143
Si -0.0039 -0.0024 0.0057
Si -0.0099 -0.0201 -0.0008
O -0.0057 0.0045 0.0088
O 0.0019 0.0016 0.0007
O -0.0027 -0.0022 0.0028
O 0.0016 -0.0048 -0.0031
O -0.003 -0.0028 0.0049
O -0.001 -0.0006 0.0017
O -0.0057 0.0023 -0.0132
O -0.0062 -0.0078 0.0079
O -0.0011 0.0027 -0.0062
O 0.005 0.0047 0.0003
O 0 -0.0031 0.0057
O -0.001 -0.0012 -0.0032
O -0.0016 0.0029 -0.0141
O -0.002 -0.0002 -0.002
O -0.0005 -0.016 0.002
O -0.0023 0.0082 -0.0046
O 0.006 0.0056 0.0058
O 0.0004 -0.0006 0.0039
O -0.0035 0.0004 0.0032
O -0.0024 -0.0095 -0.0053
O 0.0024 0.001 -0.0096
O -0.0021 -0.0008 -0.0048
O 0 -0.0009 -0.0016
O -0.0009 0.0054 -0.0151
O 0.0013 -0.0063 -0.0083
O 0.004 -0.0046 0.0019
O -0.0005 -0.0014 0.0017
O 0.0001 0.0006 -0.0146
O 0.0026 -0.0041 0.0031
O 0.0006 -0.0027 -0.002
O -0.0016 -0.0017 -0.0158
O 0.0007 -0.0015 -0.0019
O 0.0012 -0.0016 0.0027
O 0.0082 0.0046 -0.0098
O 0.0023 -0.0029 -0.0048
O -0.0023 -0.0035 0.0031
O 0.0016 -0.0005 -0.003
O -0.0024 -0.01 0.014
O 0.0008 -0.0136 0.0125
O 0.1636 0.0091 0.0068
O -0.0027 0.0013 -0.0073
O -0.0016 0.0011 -0.0211
O 0.007 0.0012 0.0156
O 0.0007 -0.0025 -0.0126
O 0.0001 -0.0084 0.0153
O 0.0024 -0.0021 0.0023
O -0.0014 0.0013 0.0027
O -0.0009 0.001 -0.0065
O 0.0012 -0.0113 -0.0015
O -0.0018 0.0047 -0.0041
O -0.0008 -0.0022 0.0109
O 0.0011 0.0039 -0.0045
O -0.0044 0.0068 0.0013
O -0.0025 -0.0005 0.0015
O 0.0027 -0.0024 -0.004
O -0.0003 0.0046 0.0052
O 0.0043 0.0024 -0.0034
O 0.005 0.0001 -0.0008
O 0.0001 0.0068 -0.0026
O 0.0173 -0.0105 0.0141
O -0.0009 -0.0014 0.0029
O 0.0057 -0.0008 0.0132
O -0.0062 -0.0083 0.0142
O 0.0038 -0.0051 0.0001
O -0.0011 -0.0028 0.0023
O -0.0022 0.0005 0.0003
H -0.1479 -0.0741 0.013

The program warned: the cutoff lies below the one the program advises for these potential files; the forces do not sum to zero within the program's tolerance; the exchange-correlation potential is rough where the density is thin.
